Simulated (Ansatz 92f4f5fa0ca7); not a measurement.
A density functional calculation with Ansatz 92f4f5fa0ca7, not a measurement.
Periodic cell of 220 atoms, Si132O88, from a study of silicon, its oxide and their interface. The atomic structure is a simulated model.
Doubt: the cutoff is far below the 930 eV that the study's wrapper takes by default for these files, so forces and energies are approximate.
This geometry differs little from another in the collection (a relaxation step or a small displacement).

Settings: functional PBE; potential files Ansatz PAW; basis plane waves; wave-function cutoff 580 eV; density cutoff ratio 5; exchange-correlation grid ratio 1; k mesh 1 x 1 x 1, Gamma-centred; self-consistency stop 5e-08 eV per atom in the density residual; occupations fixed; spin none; net charge 0.

Cell vectors (angstrom)
a	10.938	0	0
b	0	10.938	0
c	0	0	32.3361

Atoms and the computed forces on them: element, x, y, z (angstrom), force x, y, z (eV/angstrom)
Si	0.2639	-0.2412	24.9724	-0.0181	0.0177	-0.0009
Si	5.7838	-0.2672	24.9642	-0.0296	0.0353	0.0144
Si	2.4744	2.8964	24.7692	0.0386	-0.0244	0.0357
Si	7.934	2.945	24.8514	0.0284	-0.0198	0.0073
Si	0.1884	5.1459	24.7504	-0.0209	0.0285	0.0258
Si	5.6903	5.2181	24.8007	-0.025	0.0153	0.0239
Si	2.4821	8.4389	24.9628	0.0171	-0.0103	0.0023
Si	7.9478	8.356	24.833	0.0295	-0.0265	0.0096
Si	1.3907	1.3708	26.2328	0.0087	0.0113	-0.0166
Si	6.8735	1.3529	26.2485	-0.0022	0.0044	-0.0096
Si	4.0821	4.0615	26.0991	-0.003	0.0051	-0.0098
Si	9.5666	4.0641	26.1567	-0.0035	0.0023	-0.0132
Si	1.3125	6.7763	26.1357	-0.003	-0.0182	-0.0077
Si	6.8098	6.7979	26.18	-0.0003	-0.0058	-0.0146
Si	4.1141	9.5645	26.2252	0.0063	0.0077	-0.0138
Si	9.56	9.5085	26.1635	-0.0081	0.0032	-0.0096
Si	2.7702	0.0158	27.5784	-0.0012	-0.0013	0.0159
Si	8.2549	-0.0157	27.5659	0.0097	0.0022	0.0126
Si	-0.0159	2.7205	27.5606	-0.0083	-0.0073	0.0145
Si	5.4438	2.7221	27.5412	-0.0062	-0.0005	0.0081
Si	2.747	5.4626	27.5116	0.0137	-0.0044	-0.0015
Si	8.2279	5.4697	27.5384	0.0063	0.0002	0.0123
Si	-0.0137	8.1566	27.5426	0.0076	0.0053	0.0191
Si	5.463	8.1724	27.5645	0.0008	-0.0099	0.0185
Si	4.1018	1.3673	28.9179	0.1161	0.1331	0.3552
Si	9.5708	1.3673	28.9179	0.15	-0.0859	0.2984
Si	1.3673	4.1018	28.9179	0.0385	0.034	-0.187
Si	6.8362	4.1018	28.9179	-0.0398	-0.003	-0.2359
Si	4.1018	6.8362	28.9179	-0.1247	-0.1697	0.0566
Si	9.5708	6.8362	28.9179	-0.0585	-0.0785	0.1914
Si	1.3673	9.5708	28.9179	-0.0255	-0.1027	-0.2136
Si	6.8362	9.5708	28.9179	0.0543	-0.0583	-0.0794
Si	0	0	30.2851	-0.0326	0.0436	0.0045
Si	5.469	0	30.2851	-0.0063	0.0617	-0.0174
Si	2.7345	2.7345	30.2851	0.0032	-0.0208	-0.0096
Si	8.2035	2.7345	30.2851	-0.0375	-0.0562	-0.0258
Si	0	5.469	30.2851	-0.0122	0.0321	-0.02
Si	5.469	5.469	30.2851	-0.0241	-0.0001	-0.0128
Si	2.7345	8.2035	30.2851	-0.0344	-0.0273	-0.0229
Si	8.2035	8.2035	30.2851	0.001	-0.0216	-0.0037
Si	1.3673	1.3673	31.6524	0.0303	-0.0006	-0.0209
Si	6.8362	1.3673	31.6524	0.0112	-0.0175	-0.0019
Si	4.1018	4.1018	31.6524	0.0067	-0.0324	-0.0227
Si	9.5708	4.1018	31.6524	0.032	-0.0081	-0.0273
Si	1.3673	6.8362	31.6524	-0.0108	-0.0003	-0.0098
Si	6.8362	6.8362	31.6524	-0.0233	0.028	-0.0192
Si	4.1018	9.5708	31.6524	0.0258	-0.0132	-0.0162
Si	9.5708	9.5708	31.6524	0.018	-0.0105	-0.0265
Si	2.7345	0	0.6835	-0.0268	0.0401	0.043
Si	8.2035	0	0.6835	0.0251	-0.0016	0.0345
Si	0	2.7345	0.6835	-0.0157	-0.0513	0.0016
Si	5.469	2.7345	0.6835	-0.0572	0.0379	-0.0052
Si	2.7345	5.469	0.6835	-0.0223	0.0498	0.036
Si	8.2035	5.469	0.6835	0.0196	-0.0177	0.039
Si	0	8.2035	0.6835	-0.0443	0.0446	-0.0067
Si	5.469	8.2035	0.6835	0.0188	-0.0329	0.0034
Si	4.1018	1.3673	2.0507	0.1247	0.0595	0.0166
Si	9.5708	1.3673	2.0507	0.051	0.0844	-0.0045
Si	1.3673	4.1018	2.0507	-0.0119	-0.0345	0.01
Si	6.8362	4.1018	2.0507	-0.0728	-0.1353	0.0197
Si	4.1018	6.8362	2.0507	0.0883	0.0933	0.0051
Si	9.5708	6.8362	2.0507	0.105	0.0474	0.0182
Si	1.3673	9.5708	2.0507	-0.0344	-0.1166	0.0176
Si	6.8362	9.5708	2.0507	-0.085	-0.0156	-0.0093
Si	0	0	3.418	-0.1888	-0.0009	0.1288
Si	5.469	0	3.418	0.1694	-0.0203	-0.257
Si	2.7345	2.7345	3.418	0.0841	0.237	-0.0011
Si	8.2035	2.7345	3.418	-0.1409	-0.2961	-0.1983
Si	0	5.469	3.418	0.0027	0.1779	0.0453
Si	5.469	5.469	3.418	-0.0262	0.1633	0.0659
Si	2.7345	8.2035	3.418	0.0376	0.2098	-0.1663
Si	8.2035	8.2035	3.418	-0.0562	-0.05	0.2561
Si	1.3544	1.3995	4.7623	-0.008	-0.0095	-0.0069
Si	6.8889	1.2859	4.7906	0.0286	-0.0014	-0.0027
Si	4.1018	4.1342	4.8015	-0.0105	-0.0043	-0.018
Si	9.483	4.1561	4.744	-0.0198	-0.0131	-0.0099
Si	1.4149	6.8388	4.7842	0.0069	-0.0029	-0.0055
Si	6.8101	6.8487	4.8238	-0.0065	0.0155	-0.0124
Si	4.0647	9.6448	4.7635	-0.0032	0.018	-0.0065
Si	9.5451	9.5802	4.8217	0.0061	-0.0085	-0.0158
Si	2.7739	0.154	6.1688	-0.0005	0.0028	0.0063
Si	8.1697	-0.1022	6.3272	-0.0528	-0.0082	0.0299
Si	-0.0575	2.7864	6.0125	0.0094	0.0021	-0.0057
Si	5.5367	2.7421	6.034	-0.0163	-0.0038	0.047
Si	2.7959	5.5206	6.2415	0.0043	0.011	0.0161
Si	8.1363	5.4655	6.2318	0.0104	-0.0043	0.0104
Si	0.0619	8.2607	6.1074	0.0034	0.0062	0.0257
Si	5.4005	8.2579	6.1188	0.009	-0.0222	0.0064
Si	4.3782	1.3625	7.5092	0.0032	0.015	-0.0258
Si	9.4258	1.5806	7.4056	0.0048	0.0011	0.0299
Si	1.0691	4.3732	7.321	0.0199	-0.0025	0.005
Si	7.0487	3.7314	7.523	-0.0172	-0.0064	-0.0053
Si	3.8798	7.2156	7.5784	-0.0155	-0.0203	-0.0158
Si	9.8335	6.6505	7.3386	-0.0037	0.0168	-0.0441
Si	1.6515	9.4794	7.4121	-0.0227	0.0008	-0.0282
Si	6.3642	9.7618	7.6448	0.0427	0.0318	-0.0413
O	6.8592	9.5347	24.4035	-0.0156	-0.0013	-0.013
O	3.0727	2.119	23.4253	0.003	-0.0053	-0.0136
O	6.8378	4.0963	24.3545	0.0018	-0.0116	-0.0079
O	1.3855	9.5823	24.4634	0.0027	-0.0112	-0.0094
O	-0.0014	5.5237	7.86	0.0051	-0.0178	0.0073
O	5.387	0.1182	7.8678	0.0366	-0.009	0.0087
O	8.3016	2.7064	7.8483	0.0032	-0.0061	-0.0011
O	2.6744	8.2895	7.9072	0.0041	-0.0112	0.0077
O	8.487	2.6535	10.6529	-0.0006	-0.0016	-0.0003
O	1.6713	3.5567	8.6039	0.0004	-0.003	0.0028
O	6.3	9.0781	9.1695	0.0018	0.0062	0.0069
O	4.8443	3.6971	11.2345	0.0001	0.0029	0.0036
O	1.2665	10.2756	8.7897	0.0037	0.0026	0.0128
O	9.1581	7.4446	8.6161	0.0085	0.0187	0.0047
O	4.5712	6.9897	9.0821	-0.0021	0.0009	-0.0025
O	4.1794	2.1825	8.9631	-0.0057	0.0039	0.0029
O	5.236	0.5723	23.6807	-0.0006	0.0018	-0.0083
O	12.2955	4.0433	24.2904	-0.027	0.008	-0.0146
O	3.8251	0.19	21.5785	-0.0004	-0.0034	-0.0021
O	5.068	5.8869	23.4126	0.001	0.0027	-0.006
O	3.1765	7.7582	23.6487	-0.0032	0.0031	-0.0011
O	10.6039	0.5308	23.6563	0.001	0.0009	0.0013
O	8.4684	7.6071	23.4557	0.0009	-0.0011	-0.0017
O	8.5428	2.2449	23.4821	-0.0021	0.0007	-0.0019
Si	5.3543	2.8446	9.9268	-0.0029	-0.0005	-0.0069
Si	5.56	13.8371	20.3534	0.0005	-0.002	-0.0002
Si	11.1747	5.5999	15.7576	0.0007	-0.0003	0.0006
Si	9.692	1.4383	22.6703	-0.0039	-0.0038	0.0121
Si	9.5299	11.0013	20.0431	-0.0008	-0.0022	0.0005
Si	5.598	0.7475	16.1836	-0.0001	0.0002	-0.0021
Si	2.529	21.5976	20.7107	0.0041	0.0027	-0.0018
Si	2.3695	-1.0037	17.649	0.0003	-0.001	-0.0019
Si	-4.3472	21.9096	19.0786	-0.0014	-0.0009	-0.0055
Si	2.8124	6.7141	19.9643	-0.0005	-0.0005	-0.0022
Si	7.4513	5.6265	20.1472	0.0036	-0.001	-0.0018
Si	4.2995	1.3601	22.6318	-0.005	-0.002	0.0091
Si	9.1164	20.6356	14.5992	-0.0036	0.0011	0.0034
Si	7.9069	12.6029	14.5024	0.0013	-0.0012	0.0013
Si	9.3671	9.7915	11.499	0.0003	0.0017	-0.0015
Si	0.4966	8.559	20.7715	-0.0018	-0.0007	-0.0026
Si	5.4224	8.1405	20.242	-0.001	0.0025	-0.0031
Si	12.3047	14.1562	10.1623	0.002	-0.0045	-0.0047
Si	7.5995	12.3942	11.3368	-0.0022	0	-0.0001
Si	8.9136	6.1937	17.3838	0.0003	-0.0008	-0.0029
Si	15.4892	8.9855	15.4599	-0.0007	-0.0012	0.0027
Si	13.6817	1.8432	16.6863	-0.0003	-0.0029	-0.0007
Si	3.6156	4.4224	12.0351	0.0018	-0.0049	0
Si	17.8982	7.37	15.2129	-0.0012	0.0003	0.0033
Si	9.4275	6.6982	22.4887	-0.0025	0.0002	0.0082
Si	4.1513	6.9868	22.6208	0.0035	-0.0065	0.0066
Si	0.4302	0.3939	9.6887	-0.0014	0.0036	-0.0037
Si	8.5758	7.0021	10.0767	0.0174	-0.0099	0.0041
Si	-0.0844	8.3462	16.7169	0.0018	-0.0015	-0.0006
Si	-6.0252	18.1971	12.9589	-0.0006	0.0018	0.0017
Si	2.6728	14.7357	19.1002	0.0005	-0.002	-0.0061
Si	5.7086	7.771	9.9886	-0.0086	0.0015	-0.0024
Si	11.4348	2.16	20.4708	0.0028	-0.0046	-0.0013
Si	9.8829	14.8275	13.8813	0.0006	-0.0009	0.0052
Si	12.7723	14.4232	14.3853	0.0003	-0.0002	0.0027
Si	-1.6117	4.0155	10.9817	0.0017	-0.0014	0.0018
O	4.1094	8.2687	14.0206	0	-0.0028	-0.0065
O	1.7011	9.4542	21.4578	-0.0001	-0.0025	0.0022
O	9.0398	0.4047	21.5783	0.0003	-0.0015	-0.0038
O	8.4966	5.8641	21.4095	-0.0031	-0.0025	-0.0036
O	6.263	17.7126	13.8177	0.0002	-0.0015	-0.0025
O	10.6442	2.5104	21.8648	0.0023	0.0015	-0.0049
O	10.3242	5.6696	23.3983	-0.0027	0.0004	-0.0163
O	1.3348	-3.5037	19.9016	0.0014	-0.0024	-0.0008
O	9.0719	5.475	10.3246	0.006	-0.0085	0.0014
O	1.3033	14.4149	19.9649	-0.0004	0	0.0021
O	10.8352	14.6309	10.5777	-0.0024	0.0021	0.0009
O	5.2219	8.074	11.5425	-0.0018	-0.0013	0.0044
O	2.9208	10.1807	19.1851	-0.0016	-0.0009	0.0002
O	-4.3391	12.7519	15.4628	0.0002	-0.0022	-0.0011
O	0.428	3.2321	13.5726	-0.0007	-0.0008	-0.0028
O	14.074	3.746	13.445	-0.0008	-0.002	0.0009
O	5.9174	9.6377	19.7958	0.0005	-0.001	0.0009
O	10.727	10.4099	10.86	-0.0044	-0.0051	0.0014
O	14.3371	20.1107	16.6158	-0.0003	-0.0002	0.001
O	4.1121	14.2038	19.6725	-0.0001	0.0003	0.0008
O	14.9753	5.9537	12.4559	0.0011	0.003	-0.002
O	6.2238	10.9484	17.4949	0.0009	-0.0008	0.0015
O	8.9787	13.8106	14.7932	-0.0016	-0.0034	-0.0016
O	8.1746	10.8689	11.1365	0.002	-0.0043	-0.0003
O	4.3485	12.5831	16.6869	0.0009	-0.0012	-0.0004
O	9.5926	7.697	17.5625	-0.0003	-0.0011	0.0006
O	11.9344	-1.8692	17.6814	0.0005	-0.0005	0.0006
O	13.6762	5.4199	18.9775	-0.0002	-0.0012	0.0008
O	8.5514	22.1151	14.9221	-0.0006	-0.0025	-0.0031
O	7.4426	12.6378	12.9419	0.0011	-0.0005	0.0029
O	10.1949	12.0033	8.7696	-0.0077	0.0032	-0.0177
O	12.3362	12.5099	10.3223	0.0009	0.0007	0.0003
O	10.4561	9.6412	20.0021	0.0001	0.0005	-0.0006
O	8.2887	5.5661	18.7428	-0.0002	-0.0011	0.0015
O	10.4777	7.7272	21.7817	0.0021	0.0001	-0.0019
O	14.9756	7.6927	19.4598	-0.0004	-0.0015	-0.0003
O	10.1996	5.2126	17.0311	-0.0004	-0.0008	0.0003
O	6.1765	12.5096	10.5533	0.0032	-0.0032	0.003
O	1.6363	11.9902	20.7146	-0.0039	0.0014	0.0019
O	1.9861	11.4196	17.124	0.0002	0	-0.0002
O	7.7629	6.3035	16.1834	0.0005	-0.0006	-0.0001
O	1.5705	4.7111	15.4609	-0.0004	-0.0009	-0.0021
O	6.1786	12.4583	19.6758	0.0003	0.0002	0.001
O	9.6769	9.6891	13.0845	0	0.0004	0.0035
O	2.1782	13.0775	15.2034	0.0002	-0.0016	-0.0008
O	3.2107	6.2371	21.4954	-0.0022	-0.0009	-0.0036
O	9.0164	8.2543	11.0393	0.0037	0.0165	0.018
O	5.214	2.5059	21.9038	0.0027	0.0009	-0.0051
O	16.6698	8.0277	16.0869	0.0013	-0.0017	-0.0007
O	6.9748	6.7713	10.1284	-0.0338	-0.015	-0.0019
O	10.1546	16.3072	14.5033	0.0006	0.0003	-0.0011
O	-0.5942	1.3979	19.4869	0.0002	0.0009	-0.0011
O	-2.9593	8.5517	14.7559	0.0038	0.0012	-0.0029
O	6.5243	6.9616	19.9853	-0.0006	-0.0006	0.0012
O	9.0554	4.2285	12.5553	-0.0009	-0.0014	-0.0001
O	6.2541	3.8679	8.9855	0.0056	0.0037	-0.0092
O	13.357	14.0331	17.6622	-0.0002	0.0005	0.0021
O	5.0885	8.0983	21.8549	0	0.0007	-0.0027
O	5.1375	10.4947	15.1435	0.0009	0.0016	-0.0002
O	-11.5487	9.4403	15.6453	-0.0009	-0.0006	-0.0016
O	2.3514	15.1178	11.0351	0.0001	0.0018	-0.0025
O	6.587	15.1468	20.3028	-0.0001	-0.0013	0.0007
O	8.2066	10.7667	19.1484	-0.0007	-0.0011	-0.0002
O	0.687	18.0889	15.8988	-0.0013	-0.0021	-0.0011

Results
free energy: -133962.684 eV
free energy less fixed offsets of O -568.88, Si -635.61 eV per atom: -0.724 eV

The program warned: the cutoff lies below the one the program advises for these potential files; the forces do not sum to zero within the program's tolerance; the exchange-correlation potential is rough where the density is thin.
